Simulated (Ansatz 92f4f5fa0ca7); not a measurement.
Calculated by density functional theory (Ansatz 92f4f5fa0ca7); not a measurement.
Periodic cell of 220 atoms, Si132O72H16, from a study of silicon, its oxide and their interface. The atomic structure is a simulated model.
Doubt: the cutoff is low for norm-conserving oxygen, so forces and energies are approximate.
Doubt: the program's own warning below bears on the result.

Settings
functional: HSE06
potential files: SPMS norm-conserving
basis: plane waves
wave-function cutoff: 800 eV
density cutoff ratio: 4
exchange-correlation grid ratio: 1
k mesh: 1 x 1 x 1, Gamma-centred
occupations: fixed
spin: none
net charge: 0

Cell vectors (angstrom)
a 10.938 0 0
b 0 10.938 0
c 0 0 32.4361

Atoms: element, x, y, z (angstrom)
Si 0.494 10.4422 25.0386
Si 5.9665 10.4395 25.0353
Si 2.2394 3.2291 25.0439
Si 7.7078 3.23 25.0364
Si 0.4943 4.9733 25.0383
Si 5.9643 4.9737 25.0416
Si 2.2392 8.699 25.0393
Si 7.7113 8.694 25.0389
Si 1.367 1.3656 26.2603
Si 6.8369 1.3655 26.2549
Si 4.1026 4.1014 26.2613
Si 9.5706 4.1009 26.2581
Si 1.367 6.8356 26.2573
Si 6.8376 6.8362 26.2612
Si 4.1033 9.5697 26.2563
Si 9.5702 9.5692 26.2589
Si 2.7771 0.0398 27.6376
Si 8.2453 0.0428 27.6388
Si -0.0425 2.6932 27.6389
Si 5.4302 2.6907 27.6376
Si 2.7754 5.5119 27.639
Si 8.2467 5.5088 27.6393
Si -0.0407 8.1615 27.6386
Si 5.427 8.1614 27.639
Si 4.1018 1.3673 29.0179
Si 9.5708 1.3673 29.0179
Si 1.3673 4.1018 29.0179
Si 6.8362 4.1018 29.0179
Si 4.1018 6.8362 29.0179
Si 9.5708 6.8362 29.0179
Si 1.3673 9.5708 29.0179
Si 6.8362 9.5708 29.0179
Si 0 0 30.3851
Si 5.469 0 30.3851
Si 2.7345 2.7345 30.3851
Si 8.2035 2.7345 30.3851
Si 0 5.469 30.3851
Si 5.469 5.469 30.3851
Si 2.7345 8.2035 30.3851
Si 8.2035 8.2035 30.3851
Si 1.3673 1.3673 31.7524
Si 6.8362 1.3673 31.7524
Si 4.1018 4.1018 31.7524
Si 9.5708 4.1018 31.7524
Si 1.3673 6.8362 31.7524
Si 6.8362 6.8362 31.7524
Si 4.1018 9.5708 31.7524
Si 9.5708 9.5708 31.7524
Si 2.7345 0 0.6835
Si 8.2035 0 0.6835
Si 0 2.7345 0.6835
Si 5.469 2.7345 0.6835
Si 2.7345 5.469 0.6835
Si 8.2035 5.469 0.6835
Si 0 8.2035 0.6835
Si 5.469 8.2035 0.6835
Si 4.1018 1.3673 2.0507
Si 9.5708 1.3673 2.0507
Si 1.3673 4.1018 2.0507
Si 6.8362 4.1018 2.0507
Si 4.1018 6.8362 2.0507
Si 9.5708 6.8362 2.0507
Si 1.3673 9.5708 2.0507
Si 6.8362 9.5708 2.0507
Si 0 0 3.418
Si 5.469 0 3.418
Si 2.7345 2.7345 3.418
Si 8.2035 2.7345 3.418
Si 0 5.469 3.418
Si 5.469 5.469 3.418
Si 2.7345 8.2035 3.418
Si 8.2035 8.2035 3.418
Si 1.3672 1.3678 4.8596
Si 6.8343 1.3682 4.7081
Si 4.1022 4.1019 4.8613
Si 9.572 4.1017 4.7076
Si 1.3665 6.8366 4.7084
Si 6.8361 6.8365 4.8612
Si 4.1022 9.5698 4.7086
Si 9.571 9.5698 4.8595
Si 2.7943 -0.0578 6.1581
Si 8.1427 0.0581 6.1559
Si -0.0592 2.7935 6.1618
Si 5.5278 2.6749 6.1639
Si 2.6742 5.5279 6.159
Si 8.2651 5.409 6.162
Si 0.056 8.1415 6.16
Si 5.4083 8.2614 6.1633
Si 4.6088 0.8592 7.373
Si 9.0631 1.8697 7.3657
Si 0.8605 4.6077 7.3733
Si 7.3462 3.5917 7.373
Si 3.5918 7.3434 7.374
Si 10.0794 6.3289 7.3778
Si 1.8727 9.0628 7.3633
Si 6.3281 10.0803 7.3699
H 9.4358 1.4935 8.7674
H 1.242 4.2341 8.7716
H 6.6899 9.7271 8.7816
H 6.9866 3.9578 8.7823
H 1.5048 9.4381 8.767
H 9.7074 6.7015 8.7823
H 3.9485 6.9808 8.7847
H 4.2459 1.2165 8.7819
H 5.6328 10.7792 23.6101
H 0.1571 5.3073 23.613
H 2.576 2.8902 23.6167
H 5.6323 5.3112 23.6136
H 2.573 8.3633 23.6112
H 0.1584 10.7766 23.6107
H 8.0521 8.3525 23.6156
H 8.0509 2.8975 23.611
Si 3.0302 0.2764 16.8391
Si 9.6554 10.9687 17.2878
Si 10.7717 3.6209 11.8709
Si 7.6473 8.2897 17.6124
Si 3.7424 9.6064 12.5098
Si 10.5728 2.5147 20.2626
Si 0.6367 8.4899 16.8365
Si 9.4303 8.3342 20.307
Si 2.5159 2.5995 12.5693
Si 5.3656 2.8919 12.4228
Si 9.956 2.4967 14.4916
Si 6.3619 8.4739 12.4735
Si 9.4524 6.1586 17.1229
Si 5.7044 1.4906 19.6718
Si 0.3209 6.3881 12.2928
Si 3.2115 7.7775 14.937
Si 9.1217 5.245 20.082
Si 7.8791 9.0398 14.7182
Si 6.2877 5.4771 13.5788
Si 4.9031 0.8491 14.6422
Si 8.9261 6.1499 14.2546
Si 1.6119 8.8109 19.7638
Si 2.3713 5.1375 14.3639
Si 3.4746 6.4274 19.2251
Si -0.0185 2.5516 17.3171
Si 6.0216 4.6895 19.4843
Si 1.1938 11.2087 14.3175
Si 8.9065 9.9186 12.1692
Si 2.4855 4.3902 17.1385
Si 2.5082 0.8747 19.8052
Si 8.5636 0.2075 20.3468
Si 0.9299 9.3222 12.0086
Si 5.631 4.2408 16.47
Si 8.2511 2.008 12.1416
Si 4.6617 8.598 17.3038
Si 6.8268 1.3232 16.6913
O 5.422 4.4976 12.6166
O 10.0169 6.7805 13.2446
O 7.8706 9.3184 16.3349
O 3.8875 1.2606 15.863
O 10.7329 1.0674 14.4762
O 9.1117 10.8718 18.8245
O 10.3921 9.8372 11.456
O 1.7716 8.0547 15.7059
O 6.558 2.8956 16.3329
O 6.0344 6.9203 12.8419
O 8.6785 8.3991 18.8544
O 9.5154 5.4942 15.6241
O 8.5023 2.2253 13.7672
O 2.8088 3.7086 13.7417
O 3.9411 10.0267 17.4942
O 6.0442 1.0629 18.1159
O 8.0517 7.4395 14.6474
O 7.7961 8.7689 11.683
O 10.0681 3.0599 16.0157
O 0.8859 9.7921 13.5795
O 2.4262 9.9098 11.5291
O 3.9531 7.3146 17.9628
O 10.7397 7.143 17.1765
O 2.531 5.2733 18.5232
O 8.3144 0.4343 11.761
O 7.4852 5.0022 20.1629
O 4.2763 10.7811 13.5268
O 5.7242 3.1203 19.8411
O 10.6856 3.6143 13.5252
O 10.1213 2.742 18.7122
O 6.9843 0.7452 20.4621
O 1.4824 5.8448 13.2448
O 9.4571 2.8077 11.3322
O 3.93 2.472 11.7201
O 2.1793 10.2651 20.3018
O 9.5873 1.37 20.9436
O 1.8868 10.7628 15.7406
O 2.5822 7.4984 20.1369
O 9.0192 9.8011 13.8227
O 3.5592 6.2066 14.6641
O 0.0541 0.9437 17.2253
O 7.9339 6.7775 17.1415
O 10.3662 9.608 16.6194
O 6.1099 4.9306 17.8722
O 6.2082 0.3703 15.5034
O 3.1929 8.411 13.4548
O 9.297 6.7499 20.7883
O 2.4933 0.9944 18.1809
O 8.4238 0.9334 16.6296
O 5.3489 2.2065 13.8913
O 4.7606 5.6854 19.9798
O 6.752 2.4637 11.6646
O 10.7923 5.1631 11.3054
O 6.4901 9.2864 13.8972
O 5.064 9.1007 11.6747
O 1.4689 3.1655 17.4414
O 0.1046 8.5895 20.3345
O 0.8898 7.7353 11.595
O 1.296 2.952 11.5285
O 4.0087 3.9673 16.6773
O 9.5773 5.2855 18.4919
O 10.0663 4.049 20.8107
O 7.9051 5.1409 13.4724
O 4.1424 1.1164 20.1694
O 8.7437 9.6515 21.0807
O 1.7025 5.0247 15.8455
O 6.1209 8.6233 18.0279
O 5.9317 5.1944 15.1717
O 1.2524 1.9266 20.3381
O 1.4922 8.9437 18.1436
O 2.1125 1.2449 13.3791
O 4.5463 8.3318 15.706

Results
free energy: -47458.249 eV
free energy less fixed offsets of H -15.86, O -447.96, Si -113.29 eV per atom: 2.911 eV
gap between the highest filled and lowest empty level on this k mesh: 1.569 eV

The program warned: the cutoff lies below the one the program advises for these potential files; the model core charge is not resolved on the grid; the forces do not sum to zero within the program's tolerance; the exchange-correlation potential is rough where the density is thin.
